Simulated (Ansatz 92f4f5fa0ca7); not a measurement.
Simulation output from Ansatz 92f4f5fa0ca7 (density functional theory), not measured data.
Periodic cell of 223 atoms, Si131O90As2, from a study of silicon, its oxide and their interface. The atomic structure is a simulated model.
Doubt: the cutoff is far below the 930 eV that the study's wrapper takes by default for these files, so forces and energies are approximate.
This geometry differs little from another in the collection (a relaxation step or a small displacement).

Settings
functional: PBE
potential files: Ansatz PAW
basis: plane waves
wave-function cutoff: 580 eV
density cutoff ratio: 5
exchange-correlation grid ratio: 1
k mesh: 1 x 1 x 1, Gamma-centred
self-consistency stop: 5e-08 eV per atom in the density residual
occupations: fixed
spin: none
net charge: 0

Cell vectors (angstrom)
a	10.938	0	0
b	0	10.938	0
c	0	0	32.1988

Atoms: element, x, y, z (angstrom)
Si	10.6451	0.1588	24.7809
Si	5.7552	10.6511	24.7251
Si	2.582	2.8999	24.5566
Si	8.5155	2.4813	24.8544
Si	0.2879	5.1087	24.7825
Si	5.155	5.7161	24.675
Si	2.9538	7.9958	24.6032
Si	7.9966	8.4432	24.7059
As	2.0161	0.6545	25.206
Si	6.8756	1.3041	26.0707
Si	4.0296	4.1032	26.0186
Si	9.641	4.0519	26.1797
Si	1.415	6.8051	25.9844
Si	6.8218	6.8192	25.9821
Si	4.1657	9.476	26.0123
Si	9.4966	9.5999	26.1641
Si	2.7985	-0.0689	27.3409
Si	8.1731	0.0064	27.5503
As	0.1231	2.5911	27.4249
Si	5.4643	2.7365	27.3407
Si	2.7061	5.4534	27.4437
Si	8.1964	5.4704	27.37
Si	0.0058	8.1702	27.3605
Si	5.5023	8.1358	27.4285
Si	4.0805	1.3834	28.7242
Si	9.5502	1.3965	28.869
Si	1.325	4.1217	28.8354
Si	6.82	4.1087	28.741
Si	4.0953	6.8129	28.7948
Si	9.554	6.8393	28.7534
Si	1.3596	9.5723	28.7244
Si	6.7977	9.5483	28.8337
Si	0.0066	-0.0066	30.1456
Si	5.4374	0.0177	30.1442
Si	2.7271	2.7415	30.139
Si	8.1716	2.7632	30.1632
Si	-0.0262	5.4931	30.1609
Si	5.4684	5.4608	30.1479
Si	2.7268	8.2125	30.1312
Si	8.2063	8.2009	30.1544
Si	1.3673	1.3673	31.515
Si	6.8362	1.3673	31.515
Si	4.1018	4.1018	31.515
Si	9.5708	4.1018	31.515
Si	1.3673	6.8362	31.515
Si	6.8362	6.8362	31.515
Si	4.1018	9.5708	31.515
Si	9.5708	9.5708	31.515
Si	2.7345	0	0.6835
Si	8.2035	0	0.6835
Si	0	2.7345	0.6835
Si	5.469	2.7345	0.6835
Si	2.7345	5.469	0.6835
Si	8.2035	5.469	0.6835
Si	0	8.2035	0.6835
Si	5.469	8.2035	0.6835
Si	4.1221	1.3606	2.0557
Si	9.5665	1.3566	2.0527
Si	1.3693	4.1212	2.0371
Si	6.8478	4.0878	2.0576
Si	4.1041	6.8298	2.0543
Si	9.5784	6.8365	2.0507
Si	1.3816	9.5506	2.0522
Si	6.8287	9.5916	2.0499
Si	-0.0029	-0.0322	3.389
Si	5.4896	0.013	3.4691
Si	2.7761	2.7821	3.3656
Si	8.1925	2.6993	3.4471
Si	0.0209	5.4807	3.4317
Si	5.4839	5.466	3.4077
Si	2.7687	8.2093	3.4468
Si	8.2094	8.227	3.3801
Si	1.3955	1.3895	4.632
Si	6.8491	1.3486	4.9046
Si	4.1585	4.0854	4.802
Si	9.5791	4.0838	4.7596
Si	1.4168	6.8311	4.8175
Si	6.8309	6.8863	4.7289
Si	4.139	9.5761	4.845
Si	9.56	9.5516	4.7887
Si	2.7502	0.1098	6.0589
Si	8.2113	-0.061	6.2632
Si	0.0325	2.6727	6.0384
Si	5.4803	2.7256	6.2891
Si	2.8188	5.4764	6.1779
Si	8.1789	5.479	6.041
Si	0.0162	8.1872	6.1524
Si	5.5349	8.2217	6.2298
Si	3.8428	1.5705	7.5999
Si	9.8447	1.1415	7.4469
Si	1.6349	3.7964	7.308
Si	6.6566	4.415	7.4787
Si	4.4125	6.6319	7.54
Si	9.3724	6.9469	7.4044
Si	1.1453	9.9183	7.2928
Si	7.167	9.2273	7.666
O	8.3162	8.085	7.9138
O	2.7227	2.7339	7.9514
O	9.6825	1.4218	24.3202
O	4.0626	6.8429	24.1021
O	0.0332	0.0268	7.9536
O	5.5307	5.5082	8.0296
O	6.8864	9.5591	24.1641
O	1.3307	3.9307	24.2253
O	3.8702	7.3893	8.9263
O	0.8147	4.3695	8.5983
O	9.8211	6.1731	8.7993
O	2.1145	9.3848	8.5035
O	7.5123	3.927	8.8039
O	4.2794	0.9203	9.0657
O	6.7436	9.5596	9.2215
O	9.2188	1.8621	8.7915
O	7.8579	3.2332	23.5487
O	10.4955	5.7631	23.4661
O	5.0444	0.4147	23.4217
O	5.8154	4.9686	23.3642
O	3.2972	2.4748	23.1164
O	2.2611	8.7338	23.2753
O	8.7156	7.7568	23.3866
O	-0.0744	10.1579	23.4506
Si	4.4938	1.5795	22.4241
Si	3.5091	7.9185	14.024
Si	7.1372	0.9439	14.6509
Si	0.9155	9.2908	22.4957
Si	1.1981	4.3022	11.8725
Si	6.2875	8.9503	15.3066
Si	0.6983	1.3599	12.2876
Si	8.6617	4.9324	20.4973
Si	0.3343	5.7091	9.3583
Si	5.1266	3.1061	17.9254
Si	0.9071	3.7294	16.7388
Si	10.4269	2.8179	19.2171
Si	5.2933	1.1769	10.3435
Si	0.9133	0.1504	19.8529
Si	6.661	9.4575	10.8597
Si	9.3662	9.6594	18.3207
Si	9.4087	9.2392	12.5643
Si	6.6673	3.8094	22.5953
Si	2.449	8.0663	9.3749
Si	10.6143	7.3522	17.066
Si	2.5358	6.2757	16.5698
Si	10.1983	4.4787	14.1817
Si	6.1671	9.1663	18.5033
Si	7.9786	2.5723	9.5751
Si	8.8998	2.1359	12.4424
Si	5.3652	6.226	18.0546
Si	3.9546	0.5403	19.4519
Si	4.2935	3.8358	12.0395
Si	5.5631	6.5952	12.1269
Si	8.039	2.4837	17.2066
Si	4.3816	2.4716	14.9514
Si	1.5618	1.2006	15.2466
Si	1.5897	9.4057	12.0409
Si	8.0726	6.8393	13.8538
Si	10.404	9.8247	15.4803
Si	9.8676	6.9527	22.5453
Si	8.1375	5.4646	17.3966
O	6.0644	7.955	11.2829
O	6.0503	9.19	16.886
O	7.7019	1.3504	13.1825
O	0.9132	1.7378	13.8583
O	9.4533	6.2397	16.8671
O	6.7835	6.1918	13.1205
O	5.1557	4.6416	18.5979
O	9.2565	2.1296	18.2582
O	2.3954	0.0727	19.0872
O	9.4395	10.2202	16.7628
O	2.8055	4.4334	11.7002
O	5.0932	10.303	19.0893
O	9.4463	3.2286	13.4888
O	0.4829	1.7402	19.9516
O	3.1753	1.3532	15.0506
O	8.1975	5.355	19.0097
O	3.9197	6.5819	17.3788
O	4.6045	3.2735	16.3696
O	9.0839	5.655	14.302
O	5.7089	2.605	22.0874
O	10.6987	4.1355	15.6775
O	0.3637	3.846	18.2746
O	10.4546	10.4876	19.2207
O	9.6612	10.0164	14.0239
O	11.0157	7.9773	22.0169
O	1.2145	2.1462	16.5211
O	9.7485	3.7135	20.4048
O	8.1642	4.0122	16.6696
O	-0.0228	9.0985	11.9015
O	6.611	2.402	17.9954
O	5.5959	10.7131	11.1926
O	7.7765	9.5739	18.8368
O	10.0496	1.017	12.0488
O	1.3242	6.9513	9.0603
O	0.6454	4.7553	13.3443
O	5.734	7.6041	18.9687
O	5.2537	5.0805	11.5072
O	2.7349	6.9697	15.108
O	0.9338	2.7365	11.4578
O	0.885	10.6722	15.5368
O	2.4223	8.5758	10.9115
O	4.7103	2.4266	11.2641
O	4.2695	3.5052	13.6689
O	2.2249	4.6664	16.4821
O	10.7274	8.2369	15.6883
O	6.9451	10.2769	14.6532
O	2.3615	8.9439	13.4223
O	8.0523	1.503	15.8953
O	4.149	6.9875	12.8485
O	4.1983	1.9886	18.6944
O	7.3279	4.4491	21.2725
O	8.4264	2.9231	11.099
O	1.2039	6.8491	17.3492
O	5.6735	1.5642	14.7398
O	8.1472	9.7498	11.5843
O	9.2521	6.2543	21.2233
O	8.9813	7.7062	12.8454
O	1.674	0.1118	11.874
O	6.6714	6.1269	17.0519
O	7.4168	7.7871	15.0272
O	1.2372	10.2741	21.2383
O	10.055	8.18	18.346
O	4.0066	0.8484	21.0595
O	0.3495	5.3272	10.9261
O	6.7105	1.5674	9.636
O	4.7958	8.6935	14.6788

Results
free energy: -144176.707 eV
free energy less fixed offsets of As -4856.12, O -568.88, Si -635.61 eV per atom: -0.357 eV

Forces (eV/angstrom), in the order of the atoms: element, x, y, z
Si	0.0024	-0.0104	-0.0068
Si	0.0094	0.0048	-0.0043
Si	0.0084	-0.0128	0.0017
Si	0.0001	-0.0084	-0.0084
Si	0.0057	0.0016	0.0013
Si	0.0017	-0.0081	-0.012
Si	-0.0028	-0.0053	-0.0065
Si	0.0086	0.0007	-0.0022
As	-0.0172	0.0335	0.0219
Si	-0.0039	0.0018	0.0033
Si	-0.0104	-0.0016	0.0032
Si	0.0061	-0.0068	-0.0108
Si	-0.0035	0.0031	0.0015
Si	0.0007	-0.0013	-0.0063
Si	0.0007	-0.0025	0.0047
Si	0.0002	0.0082	0.0023
Si	-0.0056	0.0019	-0.0149
Si	0.0052	-0.001	-0.0009
As	0.0016	0.0011	0.0014
Si	0.0035	0.0001	0.0001
Si	-0.0004	-0.0086	-0.0017
Si	-0.0025	0.001	0.0096
Si	-0.0027	-0.0053	0.0007
Si	0.0029	-0.0015	0.0063
Si	-0.0006	0.0027	0.0007
Si	0.0033	-0.0165	-0.0037
Si	0.0147	-0.004	-0.0049
Si	-0.0039	-0.0035	0.0016
Si	-0.0024	0.0037	0.0046
Si	0.0066	0.0045	0.001
Si	0.0011	0.0007	0.0012
Si	-0.0017	0.0028	0.0014
Si	0.001	0.0042	-0.0047
Si	-0.0027	-0.0029	-0.0028
Si	-0.0027	-0.0018	-0.004
Si	0.0013	0.0136	-0.0034
Si	-0.015	-0.0003	-0.0023
Si	0.0005	0.0001	-0.0008
Si	0.0023	0.0025	-0.0037
Si	-0.0004	0	-0.0011
Si	0.0977	-0.0646	-0.0383
Si	-0.1361	0.0516	-0.0294
Si	0.0227	-0.0712	-0.0059
Si	-0.1297	0.1258	0.0779
Si	-0.0165	0.1509	-0.069
Si	0.0553	-0.0876	0.0056
Si	-0.1674	0.0404	-0.057
Si	0.0517	-0.028	0.013
Si	0.0506	-0.0413	0.1327
Si	-0.0389	0.0502	-0.1049
Si	-0.0472	-0.0161	0.0584
Si	0.0651	-0.0889	0.0414
Si	-0.0187	0.1458	-0.1413
Si	0.0781	-0.0926	0.1177
Si	0.1304	-0.0734	0.0046
Si	-0.0053	0.0317	0.0542
Si	0.0009	-0.0009	-0.0013
Si	0.0002	0	-0.0002
Si	-0.0003	0.0002	-0.0011
Si	0.0004	0.0007	-0.0003
Si	0.0004	0.0005	-0.0002
Si	-0.0005	-0.0004	-0.0007
Si	0.0016	-0.0007	-0.0011
Si	-0.0016	0.0002	-0.0007
Si	-0.0013	-0.0002	-0.0003
Si	0.0003	-0.0002	-0.001
Si	-0.0003	-0.0005	0.0015
Si	0.0013	0.0006	-0.0011
Si	-0.0007	0	-0.0007
Si	-0.0005	-0.0002	0
Si	-0.0014	-0.0002	-0.001
Si	0.0002	-0.0008	-0.0001
Si	0.0011	-0.0001	-0.0009
Si	-0.0008	-0.0005	0.0007
Si	-0.0001	-0.0002	0.0004
Si	-0.0007	-0.0002	-0.0001
Si	0.0008	-0.0001	0.0004
Si	-0.0006	0.0003	-0.0017
Si	0.0004	0.0002	0.0011
Si	0.0013	0.0007	-0.0005
Si	-0.0002	0.0009	-0.0019
Si	-0.0018	-0.001	0.0005
Si	0.0005	0.0004	-0.0021
Si	0.0001	0.0009	0.0005
Si	0	0.0008	-0.0004
Si	0.001	-0.0008	-0.0006
Si	-0.0005	0.0003	0.0006
Si	-0.0018	0.0002	-0.0029
Si	0.0003	0.0008	-0.0008
Si	-0.0001	0.0007	0.0021
Si	0.0005	-0.0006	-0.001
Si	-0.0011	0.0002	0
Si	0.0005	-0.0014	-0.0004
Si	-0.0011	-0.0007	0.0023
Si	0.0004	-0.001	-0.0006
Si	0.001	0.0008	0.0018
O	0.0032	0.0036	-0.0034
O	0.0001	0.0002	0.0012
O	0.0085	0.0025	0.0008
O	0.0053	0.0056	0.0071
O	-0.0018	-0.0022	-0.0011
O	-0.0006	-0.001	0.0005
O	-0.0096	-0.005	0.0018
O	-0.0017	-0.0075	-0.0048
O	-0.0013	0.0008	0.0003
O	-0.0005	0.0004	0
O	0.0008	0.0002	0.0001
O	-0.0004	-0.0005	-0.0002
O	0.0002	-0.0003	-0.0005
O	0.0001	-0.0001	0.0002
O	0.0004	-0.0005	0.0003
O	0.0001	-0.0002	-0.001
O	0.0032	-0.0001	0.0053
O	-0.0007	-0.0018	0.0027
O	0.0005	-0.0005	-0.0004
O	-0.0017	0.0005	0.0041
O	-0.0022	0.0015	0.0007
O	0.0007	-0.0032	0.0001
O	-0.0014	0.0013	0.0011
O	-0.0016	0.0076	0.0071
Si	0.0039	0.0046	-0.0053
Si	0	0	0.0007
Si	-0.0001	-0.0002	0.0002
Si	-0.0086	-0.0027	-0.0014
Si	-0.0001	0	0.0012
Si	0	-0.0002	0.0002
Si	-0.0004	-0.0004	0.0013
Si	-0.0016	0.0008	0.0013
Si	-0.0009	0.0004	0.0011
Si	0.0002	0.0003	0.0002
Si	0.0002	0.0002	0
Si	-0.0009	0.001	0
Si	0.0001	-0.0006	0.0007
Si	-0.0003	-0.0003	0.0007
Si	0	-0.0008	0.0011
Si	-0.0008	-0.0006	-0.0003
Si	-0.0008	-0.0004	0.0012
Si	0.0008	0.0016	0.0017
Si	0.0001	-0.0001	0.0014
Si	0	-0.0003	-0.0003
Si	0	0	0
Si	-0.0008	0.0003	0.0005
Si	0.0003	-0.0001	0.0001
Si	-0.0001	0.0001	0.0009
Si	-0.0001	-0.0005	0.0005
Si	-0.0003	-0.0005	0
Si	0.0011	0.0002	0.0005
Si	0.0005	0.0003	0.001
Si	0.0003	0.0001	0.0011
Si	-0.0002	-0.0002	-0.0002
Si	0.0003	-0.0003	0.0004
Si	0.0001	-0.0002	-0.0004
Si	0.0001	0.0002	0.0012
Si	-0.0002	-0.0003	0.0007
Si	-0.0001	-0.0006	-0.0001
Si	-0.0009	-0.0008	0.0007
Si	0.0002	-0.0001	0.0008
O	-0.0003	-0.0002	-0.0012
O	-0.0004	0.0001	-0.0001
O	-0.0002	-0.0005	-0.0004
O	0.0003	-0.0002	-0.0008
O	0.0001	-0.0001	-0.0004
O	-0.0004	-0.0001	-0.0012
O	-0.0001	-0.0006	-0.0008
O	0.0002	-0.0005	-0.0006
O	-0.0007	-0.0002	0
O	0	-0.0002	-0.0003
O	-0.0003	-0.0002	-0.0014
O	-0.0005	0.0002	-0.0005
O	0.0001	-0.0004	-0.001
O	0.0005	-0.0009	-0.0004
O	-0.0001	-0.0001	-0.0011
O	0.0002	0	-0.0013
O	0	-0.0002	-0.0011
O	0	-0.0003	-0.0006
O	0	-0.0002	-0.001
O	-0.0008	-0.0016	0
O	0.0002	-0.0003	-0.0005
O	0	-0.0005	-0.0006
O	0.0009	0.0002	-0.0004
O	0.0002	-0.0001	-0.0009
O	0.0009	-0.0004	-0.0004
O	-0.0003	-0.0002	-0.0008
O	0.0006	-0.0007	-0.0011
O	0.0001	-0.0003	-0.0006
O	0.0003	-0.0001	-0.0018
O	-0.0002	-0.0001	-0.0006
O	-0.0002	0.0001	-0.0011
O	0.0001	-0.0002	-0.0011
O	-0.0001	0.0003	-0.0012
O	0.0002	-0.0005	-0.0008
O	0	-0.0003	-0.0013
O	-0.0001	0.0001	-0.0009
O	-0.0002	-0.0002	-0.001
O	0	-0.0003	-0.0008
O	-0.0002	0.0001	-0.0015
O	-0.0001	-0.0003	-0.0006
O	-0.0002	-0.0008	-0.0012
O	-0.0002	-0.0001	-0.001
O	0	-0.0004	-0.0007
O	-0.0002	-0.0003	-0.001
O	-0.0001	-0.0001	-0.0008
O	-0.0002	0	-0.0007
O	-0.0003	0.0001	-0.0012
O	-0.0001	0.0002	-0.0003
O	-0.0001	0	-0.0011
O	-0.0006	-0.001	-0.0002
O	0.0006	0	-0.0013
O	-0.0001	-0.0001	-0.0009
O	-0.0002	-0.0002	-0.0003
O	0.0002	0.0004	-0.001
O	0	0.0003	-0.0014
O	0.0002	-0.0009	-0.0012
O	-0.0001	-0.0001	-0.001
O	-0.0002	-0.0005	-0.0016
O	-0.0001	-0.0001	-0.0007
O	0	-0.0001	-0.0008
O	0.0015	0.0011	-0.0011
O	0	0.0002	-0.0004
O	-0.0003	-0.0003	0
O	0.0002	-0.0002	-0.0013
O	-0.0001	0.0001	-0.0011
O	-0.0003	-0.0003	-0.001

The program warned: the cutoff lies below the one the program advises for these potential files; the forces do not sum to zero within the program's tolerance; the exchange-correlation potential is rough where the density is thin.
